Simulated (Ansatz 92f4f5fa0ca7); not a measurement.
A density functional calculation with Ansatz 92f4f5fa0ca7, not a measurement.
Periodic cell of 256 atoms, Si144O112, from a study of silicon, its oxide and their interface. The atomic structure is a simulated model.
This geometry differs little from another in the collection (a relaxation step or a small displacement).

Settings
functional: r2SCAN
potential files: Ansatz PAW
basis: plane waves
wave-function cutoff: 800 eV
density cutoff ratio: 5
exchange-correlation grid ratio: 1
k mesh: 1 x 1 x 1, shifted by 0.5 0.5 0 of a step
self-consistency stop: 1e-10 eV per atom in the density residual
occupations: fixed
spin: none
net charge: 0

Cell vectors (angstrom)
a	10.88	0	0
b	0	10.88	0
c	-2.0302	-3.4687	36.2032

Atoms and the computed forces on them: element, x, y, z (angstrom), force x, y, z (eV/angstrom)
Si	1.6405	-1.6096	0.1773	-0.0015	0.0068	-0.0575
Si	4.2888	1.033	0.0293	-0.012	0.0064	-0.0632
Si	0.9832	4.3887	0.1669	0.0098	-0.0186	-0.0745
Si	3.8352	-3.7928	0.108	0.0137	-0.002	-0.0598
Si	-4.3736	-1.1861	-0.0137	0.0028	-0.0107	-0.0581
Si	-1.5473	1.6563	0.0131	0.0088	-0.0031	-0.0569
Si	7.1588	3.8844	0.115	-0.0028	0.013	-0.0585
Si	-1.2208	-4.2833	0.1578	-0.0132	0.0114	-0.0596
Si	2.7753	-0.035	1.4627	0.0029	-0.0023	0.0099
Si	5.4627	2.692	1.2611	0.003	-0.0014	0.0064
Si	2.6846	-5.4108	1.3583	-0.0006	0.0069	0.0092
Si	5.4118	-2.6848	1.4263	-0.0054	0.0022	0.0101
Si	-2.7331	0.005	1.2353	-0.0012	0.0027	0.0065
Si	-0.0468	2.7446	1.452	-0.0046	0.0016	0.0103
Si	8.1943	5.4132	1.5288	0.0028	-0.0046	0.0132
Si	0.0052	-2.731	1.4156	0.003	-0.0048	0.0097
Si	1.3669	1.3658	2.7215	0.0006	0	-0.0031
Si	4.0875	4.0679	2.6354	-0.0006	0.0012	-0.0041
Si	1.3579	-4.0862	2.7982	0.0018	-0.0009	-0.0031
Si	4.1069	-1.3593	2.8552	0	0.0002	0.0001
Si	6.8112	1.349	2.6869	0.0007	-0.0007	-0.0024
Si	9.5379	4.0712	2.8866	0.0003	0.0004	-0.0013
Si	6.7738	6.8099	2.746	0.001	0.0008	-0.0017
Si	-1.3812	-1.3205	2.6687	-0.0004	0.0003	-0.0019
Si	-0.0171	0.0109	4.0642	0.001	-0.0011	-0.0022
Si	2.7376	2.738	4.051	-0.0007	-0.0003	-0.004
Si	0.0303	5.4427	4.1746	0.0008	0.0023	0.0021
Si	2.715	-2.7264	4.1492	-0.0015	-0.0002	0.0001
Si	5.4857	0.0236	4.1212	0.0013	0.0028	-0.0006
Si	8.1346	2.6863	4.1236	-0.0021	-0.0007	-0.0006
Si	5.407	5.4287	4.0612	-0.0003	-0.0005	-0.0028
Si	8.1595	-2.6921	4.0585	0.0018	-0.0005	-0.0036
Si	1.3686	-1.357	10.912	-0.0001	0.0002	-0.004
Si	4.079	1.3558	10.9221	0.0014	0.0003	-0.0043
Si	1.3498	4.0837	10.8368	-0.0011	0.0014	-0.0037
Si	4.0613	-4.047	10.7831	-0.0044	-0.0005	0.0024
Si	6.7929	-1.3537	10.8255	0.0015	0.0023	-0.0009
Si	-1.3461	1.371	10.7942	-0.0023	0.0018	0.0009
Si	6.8103	4.0833	10.882	0.0004	-0.0026	-0.0007
Si	-1.3599	6.7983	10.9223	0.0018	-0.0006	-0.0033
Si	2.7167	-0.0038	12.3005	-0.0004	0.0015	0.0014
Si	5.4572	2.7337	12.254	-0.001	0.001	-0.0068
Si	2.7075	5.4928	12.1285	0.0006	0.0006	-0.0018
Si	5.3863	-2.6912	12.1422	-0.0008	0.0025	-0.0016
Si	-2.6868	0.0064	12.1287	0.0004	0.0004	-0.0033
Si	0.0032	2.6951	12.1699	0.0018	-0.0013	-0.0052
Si	8.1513	5.4276	12.27	0.0028	0.0005	-0.0026
Si	0.0086	-2.7128	12.2834	0.0004	0.0017	-0.0026
Si	1.3211	1.3615	13.6187	0.0035	-0.0021	0.0144
Si	4.0499	4.1578	13.4966	0.0043	0.0015	0.011
Si	1.4028	-4.0788	13.6003	-0.0045	0.0021	0.0096
Si	4.09	-1.3802	13.6291	-0.003	0.0035	0.0106
Si	-4.0115	1.3344	13.5255	-0.0024	0.0037	0.015
Si	-1.3286	4.0294	13.5637	-0.0023	0.0052	0.0074
Si	6.7147	-4.0456	13.5009	0.0015	-0.0036	0.017
Si	-1.363	-1.3061	13.5768	0.002	-0.0041	0.0067
Si	-0.2298	0.2107	15.003	-0.0098	0.0126	-0.0954
Si	2.4941	3.0137	14.7949	-0.0109	0.0038	-0.0884
Si	0.2696	-5.7107	14.8384	0.0107	-0.0112	-0.0782
Si	2.9523	-2.9518	14.9874	0.0091	-0.0092	-0.0948
Si	5.7391	-0.2258	14.8444	0.0088	-0.0114	-0.0837
Si	-2.4359	2.4259	14.8779	0.0116	-0.0088	-0.0894
Si	5.1554	5.7155	14.86	-0.0075	0.0113	-0.0876
Si	-3.0101	-2.4647	14.7549	-0.0002	0.0012	-0.0674
Si	2.6516	-5.0237	-6.4009	-0.0105	-0.0037	0.0638
Si	4.1021	4.1774	21.6182	-0.0038	-0.0025	0.0268
Si	0.0477	-4.9012	23.6246	0.0092	0.0022	0.0756
Si	0.9579	-1.7528	-9.8408	-0.0067	-0.0029	0.0951
Si	-2.4875	-4.3381	21.9819	-0.0013	-0.0204	0.0458
Si	3.7482	1.4843	-7.4177	0.0045	0.0005	0.0812
Si	7.5719	2.6209	-5.8119	-0.0002	0.0031	0.0565
Si	5.3324	-1.7361	-5.1737	0.0027	-0.0066	0.027
Si	3.805	2.6484	-2.4594	0.0033	0.005	-0.051
Si	-0.8539	4.0166	-4.7343	0.0043	0.0122	0.0324
Si	1.7072	-1.0348	17.1659	0.0116	0.022	-0.1594
Si	-1.723	1.0153	-7.9739	0.0025	0.0196	0.0815
Si	6.503	5.1102	-6.9964	0.0028	0.01	0.0731
Si	5.5682	-4.1487	22.0332	-0.0051	-0.0011	0.0364
Si	3.5177	5.172	-11.1283	0.0116	0.0109	0.0744
Si	7.1727	-2.0082	21.0325	-0.0119	0.0065	0.0173
Si	2.9738	-3.5059	-9.012	0.0122	0.0001	0.1024
Si	-0.4767	-0.2519	24.1406	-0.0117	-0.0092	0.0751
Si	4.5106	-2.5035	24.3755	0.0035	0.0111	0.0707
Si	5.9546	2.6052	23.659	-0.0093	0.0065	0.0746
Si	1.6286	-2.2851	22.9704	-0.0052	-0.0054	0.052
Si	7.2099	-0.7856	-9.4519	0.0041	-0.0201	0.0848
Si	7.2876	1.1269	21.2019	0.0173	-0.0111	0.0204
Si	7.5371	3.6398	-10.8577	-0.0023	-0.0044	0.0773
Si	1.3127	3.283	22.5641	-0.0009	-0.0066	0.0479
Si	1.0062	0.0335	-7.1746	0.0057	-0.0147	0.0745
Si	4.6853	-1.2847	-8.086	-0.0224	0.0021	0.0991
Si	-1.7779	-4.3547	-7.5666	-0.0026	-0.0012	0.0777
Si	5.3083	5.2181	-1.8708	-0.0093	-0.0049	-0.0777
Si	7.0296	4.2964	16.9934	-0.0063	0.0053	-0.1018
Si	-1.5733	-3.1516	19.6244	0.0029	-0.0103	-0.0248
Si	5.0861	-4.6046	-4.7273	0.0017	-0.0004	0.0118
Si	0.4192	4.3773	-7.4279	-0.0014	0.02	0.0747
Si	-0.2266	-0.2683	-1.9598	0.0162	0.0041	-0.0744
Si	-1.6534	-4.3734	16.9087	-0.0169	0.0189	-0.1274
Si	0.5978	-4.367	-4.2731	0.0019	-0.0087	0.0078
Si	5.2834	1.1596	-4.6883	-0.0041	0.0054	0.025
Si	-2.507	-2.5075	-2.0636	-0.0102	-0.0173	-0.0852
Si	0.1303	-1.3001	-4.623	0.0041	-0.0076	0.0087
Si	-1.8341	-2.8462	-10.3862	0.0066	-0.0018	0.089
Si	-2.5481	-2.3924	-5.1386	0.0037	-0.0061	0.0348
Si	0.8149	-1.2833	20.2109	0.001	0.0039	-0.0155
Si	5.4776	2.7124	19.2058	-0.0149	0.0136	-0.0651
Si	1.323	3.9917	-2.8288	0.0008	0.0094	-0.0402
Si	-0.5859	2.8905	-9.9834	0.0055	-0.0033	0.0998
Si	5.1693	3.7622	-9.1019	-0.0151	0.0081	0.0987
Si	3.94	1.2304	16.9355	-0.0166	-0.0115	-0.1175
Si	-0.6071	1.1572	21.3873	0.0039	0.0033	0.0111
Si	1.3359	-1.3452	5.4446	0.0019	0.0002	-0.0021
Si	4.0901	1.3863	5.4255	0.0005	-0.0014	-0.0013
Si	1.3994	4.0691	5.4767	-0.0011	0.0011	-0.0025
Si	4.0789	6.779	5.4723	-0.0006	0.0029	-0.0025
Si	6.8254	-1.3547	5.4654	-0.0018	0.0016	-0.0029
Si	-1.359	1.3478	5.4677	0	0.0024	-0.0029
Si	6.7727	4.0807	5.4309	0.0031	-0.0003	-0.0008
Si	9.5099	6.8292	5.4378	0.0017	-0.0014	-0.0022
Si	2.7211	0.0227	6.7688	-0.0003	0.0002	-0.0027
Si	5.4282	2.7355	6.8019	-0.0005	-0.0002	-0.0032
Si	2.7303	5.4328	6.8456	-0.0004	-0.0004	-0.002
Si	5.4499	-2.7203	6.8064	0.0007	0.0002	-0.0027
Si	-2.7059	-0.0087	6.8375	0.0007	0.0006	-0.0015
Si	0.0127	2.7154	6.8133	0.0006	0.0011	-0.0029
Si	8.1474	5.4506	6.768	0.0008	0.0008	-0.0023
Si	-0.0168	-2.7073	6.8018	0.0006	0.0014	-0.0027
Si	1.3819	1.356	8.1608	-0.0001	0.0001	-0.0015
Si	4.0928	4.0726	8.1867	0.0007	-0.0002	-0.0027
Si	1.3364	6.8104	8.1532	0.0006	-0.0008	-0.001
Si	4.0707	-1.3372	8.1304	0.001	0.0006	-0.0022
Si	6.7882	1.3737	8.1489	0.0011	0.0007	-0.0012
Si	-1.3691	4.101	8.1296	0.0007	0.0008	-0.0027
Si	6.8132	-4.0855	8.1535	0.0004	-0.0008	-0.0012
Si	-1.3493	-1.3704	8.1869	0.001	0.0001	-0.0026
Si	0.0319	-0.0118	9.5122	0.002	0.001	-0.0055
Si	2.7335	2.7101	9.5341	0.0002	-0.0014	-0.0038
Si	-0.0252	5.4516	9.5127	-0.0031	0.002	-0.0039
Si	2.6931	-2.6838	9.4778	-0.0016	0.0026	-0.0024
Si	5.423	0.0204	9.5063	-0.0029	0.0023	-0.0041
Si	8.1539	2.7419	9.4847	-0.0011	0.0033	-0.0023
Si	5.4575	5.4429	9.5132	0.0026	0.0005	-0.0052
Si	8.1678	-2.7401	9.5279	0.0015	-0.0022	-0.0042
O	8.1074	-2.7309	22.1793	0.0064	-0.0011	-0.0203
O	6.8151	-1.3571	15.3548	-0.0028	0.0001	0.0387
O	-0.7659	1.1216	-1.3322	-0.02	0.0277	0.0593
O	6.8403	1.3917	-5.0705	0.0111	0.0036	-0.0142
O	6.6885	4.8129	-1.1508	0.0302	-0.0247	0.0576
O	5.8467	4.983	16.1344	0.0489	-0.0311	0.0931
O	7.8199	-1.8194	-10.5161	-0.0001	-0.0001	-0.0294
O	4.3332	-5.0947	21.6173	0.0028	0.0062	-0.0112
O	4.0657	-4.0758	15.4432	0.0004	0.0015	0.0437
O	1.3823	4.0817	15.3608	-0.0019	0.0039	0.0411
O	4.4762	-1.6757	-6.5391	-0.0017	0.0069	-0.0503
O	-2.6429	2.7859	-0.4699	-0.0015	0.0017	0.026
O	5.4022	-0.0656	-0.486	0.002	-0.0028	0.019
O	-1.7893	3.853	-10.4495	-0.0264	0.0131	-0.057
O	3.4881	1.5572	-1.3052	0.0194	-0.0225	0.0612
O	4.6014	-4.3727	-1.215	-0.0185	0.0248	0.0574
O	-2.5759	2.0995	-7.1443	0.0136	-0.017	-0.0397
O	-2.3439	-3.2483	15.9995	0.037	-0.0754	0.1082
O	-1.3459	1.3332	15.4551	0.0002	-0.0002	0.0474
O	6.2006	-4.6226	-5.9021	-0.0004	-0.0132	-0.02
O	7.7094	3.0921	16.1626	-0.0316	0.0441	0.0952
O	3.3096	2.4288	16.0667	0.0261	-0.0326	0.098
O	1.4081	-5.28	-3.174	-0.0047	0.0055	0.0038
O	4.3417	1.5791	-5.9249	-0.0051	-0.0024	-0.0309
O	-2.7222	-2.9658	-3.6092	0.0015	0.0085	0.0333
O	-1.0659	-3.5912	18.1787	-0.0014	0.0032	0.0238
O	-1.4193	-1.2331	-5.0971	0.0042	0.0047	-0.0214
O	5.3355	-3.5606	23.5046	0.0116	-0.0141	-0.0444
O	6.9081	3.4974	24.6184	-0.0093	-0.0142	-0.0444
O	6.507	0.4033	-10.3015	-0.0073	0.0158	-0.0498
O	2.1589	1.177	-7.249	-0.0108	-0.0003	-0.0263
O	2.2823	-2.3155	16.3415	-0.0272	0.0364	0.102
O	5.1794	0.5375	16.1673	-0.0295	0.0311	0.0936
O	3.7019	-2.0804	-9.0592	-0.0169	-0.004	-0.0357
O	6.9934	-0.4579	21.3564	0.0042	0.002	-0.0038
O	7.9497	-2.2412	19.6137	-0.0032	0.0066	-0.0034
O	6.4325	3.6668	-6.2763	-0.0035	0.0035	-0.013
O	7.0037	-1.9675	-1.3749	-0.0252	0.0217	0.0576
O	-2.5987	-0.2813	-8.3426	-0.0108	-0.0137	-0.0346
O	4.525	4.0726	-10.5416	-0.0071	0.0049	-0.044
O	-1.4512	-4.9192	23.0319	-0.0261	-0.0021	-0.0325
O	-0.4398	0.7238	-7.0525	-0.0198	-0.0012	-0.0404
O	-0.4226	-2.2964	20.3414	0.0057	0.0088	0.0131
O	-0.5053	-1.9419	-10.4658	0.0028	0.0064	-0.0459
O	2.0056	4.5768	-7.1469	-0.003	-0.0011	-0.025
O	3.8	-5.3879	-5.3278	-0.0105	0.0018	-0.0143
O	6.9353	-5.051	22.0716	0.0013	0.0039	-0.0294
O	0.1784	2.5451	21.6727	-0.0085	-0.0002	-0.008
O	-2.3369	3.4032	-4.7738	-0.0026	-0.0097	-0.0206
O	-0.1131	-5.3798	-0.3239	-0.0023	0.0009	0.0174
O	1.7975	-1.7021	21.4506	0.0084	0.0023	-0.0116
O	-1.4624	-1.2945	-1.9572	0.002	0.0052	0.0323
O	1.1237	-0.9504	-5.8674	-0.0012	0.0143	-0.0351
O	-0.41	-5.0666	16.1654	-0.0401	0.0239	0.0946
O	1.4204	-1.4223	18.7118	-0.0138	-0.0138	0.0809
O	3.0456	-2.3378	23.7281	-0.0003	-0.0068	-0.0198
O	4.4537	1.8621	18.3072	0.019	0.0199	0.0636
O	-1.9025	-3.5241	-8.9262	-0.0006	0.0161	-0.0585
O	0.342	-2.7946	-3.9388	0.0021	-0.0003	-0.003
O	2.7263	-2.6969	-0.4103	-0.0011	-0.0016	0.0212
O	2.5565	3.0967	-3.3927	0.001	-0.0035	0.0105
O	1.4227	-3.2327	-9.354	-0.0251	0.0034	-0.0335
O	5.6053	-5.3793	-3.4253	-0.0049	-0.0021	0.0285
O	0.3265	-0.1638	-3.4798	-0.0112	-0.0068	0.0252
O	0.3149	0.2483	20.4129	0.0079	-0.0091	-0.0052
O	4.6428	3.6136	20.2259	-0.0017	-0.0062	-0.0017
O	5.0578	-0.3988	-4.312	-0.0027	-0.0043	-0.0034
O	-0.1654	3.6024	-6.1386	0.0063	-0.0039	-0.0378
O	5.7828	-2.8715	21.0282	0.0015	0.0043	-0.0047
O	6.1675	-1.6225	-8.5624	0.0483	0.0003	-0.0526
O	5.3946	5.0856	-8.1742	-0.0096	-0.0174	-0.0398
O	-2.0651	1.4494	20.7585	-0.0032	-0.0013	-0.0041
O	4.8737	3.5176	22.8784	-0.0075	0.0092	-0.0229
O	6.6738	3.2976	-9.5117	0.0265	-0.0007	-0.0519
O	1.4282	3.7271	-1.2491	-0.0192	0.0167	0.0765
O	4.4067	0.2807	-8.2531	0.0055	-0.0014	-0.0289
O	-1.9333	-3.7544	-1.2151	0.0232	-0.0265	0.0651
O	8.1431	5.403	17.3577	0.0031	0.0036	0.0337
O	1.0189	-0.7909	-8.5552	-0.0058	-0.0224	-0.0548
O	6.3675	1.6591	20.0119	-0.0003	-0.0077	-0.0086
O	2.0609	4.481	-11.1828	-0.0111	-0.0058	-0.0317
O	0.9696	-3.7687	22.9365	0.0063	0.013	-0.0174
O	1.913	2.1835	23.5983	0.0014	0.0114	-0.0419
O	2.5239	3.8495	21.6744	0.0053	0.0057	-0.0166
O	4.3161	3.9674	-1.6855	0.007	0.0073	0.0287
O	5.2858	-1.0826	24.3494	-0.0051	-0.0229	-0.0235
O	1.4865	-4.2628	-5.6047	0.0113	-0.0012	-0.0228
O	-0.7655	-5.2345	-4.554	-0.0052	0.001	-0.0065
O	-0.9644	0.3235	22.7255	-0.0144	0.0125	-0.0418
O	-1.8678	-4.4941	20.4896	0.0049	-0.0035	-0.0026
O	2.8143	0.1251	17.1972	-0.0067	-0.0056	0.0274
O	-1.2519	1.5388	-9.4268	0.0105	0.0101	-0.0406
O	-2.0145	-3.4246	-6.2659	0.0024	-0.0151	-0.0308
O	4.9613	2.0743	-3.4125	-0.0032	-0.0061	-0.0049
O	3.2253	-4.0587	-7.5324	-0.0006	0.0154	-0.0521
O	0.3568	2.5327	-11.2354	0.029	0.0012	-0.0473
O	0.9958	-0.8355	-1.0913	0.0233	-0.0185	0.0636
O	7.9849	5.355	-7.5658	0.0032	-0.0028	-0.032
O	0.3974	-0.4758	16.3603	0.0422	-0.0343	0.1011
O	1.9214	-1.1542	-10.9953	0.0154	0.007	-0.049
O	0.6857	-1.324	23.8643	0.0066	-0.007	-0.0225
O	6.4124	3.6913	18.3377	-0.023	-0.0217	0.0344
O	6.9108	1.8398	22.6025	0.0127	-0.008	-0.0275
O	6.9019	-1.7891	-5.552	-0.0064	0.0016	-0.0169
O	4.1836	2.778	-8.2844	0.0103	0.0135	-0.0392
O	3.5658	-4.462	-10.1348	0.0195	-0.0239	-0.0617
O	5.1229	1.5453	24.5757	-0.0012	0.0112	-0.0277
O	-0.0345	3.4053	-3.483	-0.0051	-0.001	-0.0093
O	0.2693	3.5486	-8.7876	-0.0104	-0.0181	-0.0593
O	4.8314	-3.0474	-4.3654	0.003	0.0103	-0.0005
O	-0.3379	-5.0792	-7.5592	0.0011	0.0036	-0.0241
O	0.6721	4.5115	23.3892	0.008	-0.012	-0.0266

Results
free energy: -155994.878 eV
free energy less fixed offsets of O -570.45, Si -639.56 eV per atom: -7.838 eV

The program warned: the cutoff lies below the one the program advises for these potential files; the forces do not sum to zero within the program's tolerance; empty levels may hold ghost states of the PAW files; the exchange-correlation potential is rough where the density is thin.
